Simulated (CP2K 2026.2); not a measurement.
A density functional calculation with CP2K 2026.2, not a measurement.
Periodic cell of 508 atoms, Si360O148, from a study of silicon, its oxide and their interface. The atomic structure is a simulated model.
Doubt: the forces sum to 0.35 eV/angstrom along one axis rather than to zero, so they err by at least 0.0007 eV/angstrom per atom on average; the grid cutoff is modest.

Settings
functional: PBE
method: Gaussian and plane waves
basis set: DZVP-MOLOPT-SR-GTH
pseudopotentials: GTH-PBE
grid cutoff: 350 Ry, relative cutoff 50 Ry
k points: Gamma only
occupations: fixed
spin: none
net charge: 0

Cell vectors (angstrom)
a 16.32 0 0
b 0 16.32 0
c -0.5461 7.454 33.7767

Atoms and the computed forces on them: element, x, y, z (angstrom), force x, y, z (eV/angstrom)
Si 15.052 15.493 1.099 0.313 0.33 0.444
Si 1.197 1.934 1.283 0.061 -0.188 0.746
Si 15.218 4.037 1.409 -0.123 0.088 0.743
Si 1.865 6.354 1.671 0.4 -0.133 0.516
Si 14.5 9.917 1.486 -0.036 -0.011 -0.041
Si 1.799 11.588 1.656 0.13 0.009 0.576
Si 4.533 14.39 1.304 0.031 -0.036 -0.025
Si 6.993 1.111 1.467 -0.056 0.069 0.736
Si 3.69 4.75 1.38 0.019 0.032 -0.06
Si 7.149 6.468 1.534 -0.032 -0.031 -0.027
Si 3.557 9.963 1.841 0.055 0.024 -0.025
Si 6.245 12.65 1.49 -0.067 -0.001 0.035
Si 9.261 15.282 1.37 0.068 -0.207 0.687
Si 12.561 1.151 1.289 -0.095 0.163 0.72
Si 8.891 4.711 1.463 -0.268 0.102 0.63
Si 11.854 7.102 1.537 -0.107 0.257 0.504
Si 10.114 8.779 1.38 0.046 -0.065 0.701
Si 12.749 11.58 1.426 0.15 -0.208 0.627
Si 0.147 16.543 2.597 -0.016 0.01 -0.079
Si 2.779 2.945 2.648 0.044 -0.03 -0.027
Si 0.098 5.418 2.871 -0.039 -0.013 -0.052
Si 2.708 8.123 2.957 -0.014 -0.062 0.015
Si 16.257 10.787 2.824 0.017 -0.033 -0.022
Si 2.783 13.499 2.666 0.045 -0.016 -0.051
Si 5.433 16.17 2.666 -0.012 0.042 -0.067
Si 8.107 2.799 2.686 0.026 0.005 -0.04
Si 5.42 5.513 2.788 -0.001 -0.01 -0.007
Si 8.267 8.11 2.742 0.045 0.088 -0.095
Si 5.371 10.972 2.88 0.017 0.009 -0.04
Si 8.076 13.64 2.649 0.008 0.01 -0.041
Si 10.925 16.362 2.625 0.017 0 -0.004
Si 13.633 2.776 2.632 -0.007 -0.014 -0.072
Si 10.738 5.47 2.769 0 0.001 -0.048
Si 13.559 8.174 2.767 -0.035 -0.007 -0.054
Si 10.906 10.686 2.577 -0.057 0.016 -0.086
Si 13.602 13.344 2.734 -0.407 -0.207 0.364
Si 14.995 1.412 4.026 0.011 0.002 0.008
Si 1.423 4.07 4.22 0.014 -0.019 0.004
Si 14.964 6.812 4.083 0.025 0.002 0.009
Si 1.233 9.411 4.225 0.002 0.026 0.005
Si 15.004 12.203 4.212 -0.056 0.008 -0.067
Si 1.397 14.988 3.913 -0.017 0 -0.018
Si 4.064 1.359 3.919 -0.008 -0.006 -0.011
Si 6.706 4.037 4.112 -0.002 0.05 -0.023
Si 4.168 6.858 4.242 0.009 -0.034 -0.012
Si 6.856 9.539 4.021 -0.019 -0.039 0.008
Si 4.037 12.283 4.262 -0.001 -0.02 -0.062
Si 6.805 14.951 4.138 -0.001 -0.006 -0.022
Si 9.571 1.443 4.001 -0.016 -0.023 0.007
Si 12.201 4.073 3.997 0.006 -0.025 0.004
Si 9.493 6.793 4.242 -0.025 0.047 -0.012
Si 12.208 9.491 4.161 0.009 -0.015 0
Si 9.52 12.187 3.875 0.039 0.006 0.017
Si 12.241 14.894 3.954 0.08 0.025 -0.018
Si 13.615 16.295 5.326 0.002 0.013 -0.021
Si 0.006 2.701 5.483 -0.01 -0.017 -0.016
Si 13.572 5.428 5.383 -0.011 -0.001 0.011
Si -0.083 8.098 5.581 0.005 -0.03 0.025
Si 13.585 10.855 5.505 -0.018 -0.042 0.002
Si 0.054 13.664 5.403 0.033 0.011 -0.003
Si 2.718 16.334 5.34 -0.012 0 0.009
Si 5.391 2.646 5.426 -0.02 -0.011 0.005
Si 2.769 5.462 5.535 -0.028 -0.014 -0.017
Si 5.533 8.229 5.504 -0.011 0.038 0.019
Si 2.646 10.854 5.493 0.024 -0.013 0.013
Si 5.448 13.632 5.535 0.005 0.015 -0.01
Si 8.196 16.37 5.383 0.02 0.028 -0.016
Si 10.902 2.731 5.423 -0.006 -0.007 0.013
Si 8.093 5.397 5.485 0.015 -0.003 -0.018
Si 10.873 8.152 5.542 -0.003 0.027 0.033
Si 8.199 10.901 5.377 0.005 0.02 0.005
Si 10.862 13.55 5.315 0.001 -0.004 0.016
Si 14.967 14.982 6.751 -0.007 0.005 0.012
Si 1.367 17.64 6.788 0.025 0.009 0
Si 14.94 4.085 6.783 -0.006 0.027 -0.01
Si 1.356 6.777 6.876 0.012 0.011 0.007
Si 14.914 9.506 6.887 -0.02 -0.016 0.031
Si 1.343 12.276 6.818 0.004 -0.022 -0.01
Si 4.065 15.018 6.8 -0.014 0.024 0.006
Si 6.811 17.67 6.782 -0.001 -0.012 0.011
Si 4.09 4.037 6.832 0.002 0.004 0.006
Si 6.811 6.802 6.858 -0.01 0.019 0.002
Si 4.084 9.541 6.824 0.007 -0.013 0.003
Si 6.835 12.233 6.797 0.012 -0.043 -0.001
Si 9.536 14.948 6.713 0.015 -0.018 -0.011
Si 12.264 17.651 6.734 0.014 -0.002 -0.003
Si 9.517 4.062 6.799 0 0.012 0.009
Si 12.255 6.769 6.824 0.025 0.004 0.004
Si 9.505 9.551 6.821 -0.019 0.01 -0.003
Si 12.209 12.257 6.779 -0.024 -0.012 -0.013
Si -0.004 16.31 8.154 0.009 -0.003 0.003
Si 2.709 2.691 8.168 -0.004 -0.006 0.004
Si -0.02 5.411 8.19 0.002 0.006 0.003
Si 2.729 8.166 8.185 0.006 -0.003 0.008
Si -0.016 10.902 8.176 -0.006 0.018 -0.003
Si 2.723 13.624 8.159 0.013 0.002 0.009
Si 5.448 16.335 8.165 -0.005 -0.001 0.014
Si 8.161 2.706 8.157 -0.015 0.014 0.009
Si 5.439 5.424 8.183 0.006 -0.005 0
Si 8.17 8.172 8.191 -0.002 -0.015 0.006
Si 5.456 10.894 8.169 0.002 0.014 0.005
Si 8.187 13.614 8.132 -0.017 -0.003 -0.011
Si 10.894 16.298 8.101 0.008 0.006 -0.016
Si 13.593 2.702 8.13 -0.008 -0.015 -0.008
Si 10.876 5.42 8.165 -0.019 0.012 0.002
Si 13.577 8.13 8.218 0.001 0.017 0.013
Si 10.871 10.903 8.17 0.011 -0.021 0.012
Si 13.598 13.616 8.117 0.018 -0.005 0.004
Si 14.969 17.686 14.967 0.007 -0.008 -0.001
Si 1.36 4.07 14.968 0.009 0.012 -0.006
Si 14.941 6.809 14.961 0.015 -0.001 -0.006
Si 1.344 9.526 14.964 -0.007 0.001 -0.008
Si 14.955 12.225 14.941 -0.005 0.015 -0.007
Si 1.362 14.961 14.951 0.004 -0.005 -0.001
Si 4.087 17.699 14.93 -0.001 -0.002 -0.007
Si 6.808 4.095 14.969 0.004 -0.015 -0.005
Si 4.088 6.79 14.963 0.001 0.003 0
Si 6.795 9.502 14.967 0.003 -0.005 0
Si 4.073 12.233 14.958 -0.006 -0.003 -0.015
Si 6.81 14.955 14.954 0 0.004 -0.012
Si 9.528 17.687 14.959 -0.018 0.021 -0.008
Si 12.237 4.085 14.969 -0.004 0.009 -0.007
Si 9.52 6.793 14.967 -0.001 0.003 -0.005
Si 12.238 9.505 14.966 -0.017 0.019 -0.013
Si 9.534 12.239 14.945 0.008 -0.032 -0.006
Si 12.243 14.966 14.967 0.002 -0.019 -0.001
Si 13.609 16.33 16.321 0 -0.008 -0.006
Si 0.003 19.04 16.344 -0.008 0.006 0.002
Si 13.588 5.454 16.33 -0.01 0.007 -0.009
Si -0.053 8.197 16.32 -0.036 0.015 0.014
Si 13.627 10.844 16.317 0.036 -0.032 0.006
Si -0.012 13.59 16.287 0.01 -0.02 -0.007
Si 2.733 16.344 16.283 0.014 -0.002 -0.003
Si 5.413 19.075 16.304 -0.007 0.012 0.008
Si 2.745 5.413 16.32 0.019 -0.024 -0.002
Si 5.441 8.136 16.341 0.015 0.015 0.001
Si 2.71 10.878 16.326 -0.006 0.011 -0.001
Si 5.445 13.59 16.304 -0.006 -0.011 0.006
Si 8.195 16.296 16.309 0.022 -0.036 0.005
Si 10.867 19.061 16.329 0.007 -0.026 -0.004
Si 8.16 5.456 16.348 -0.013 0 -0.001
Si 10.886 8.137 16.334 0.01 0.008 -0.004
Si 8.194 10.853 16.289 -0.004 0.031 -0.017
Si 10.866 13.612 16.318 -0.033 0.029 0
Si 15.019 14.995 17.651 0.022 0.006 0.01
Si 1.443 17.729 17.684 0.006 0.014 -0.023
Si 14.899 4.052 17.678 0.015 0.009 0.007
Si 1.337 6.803 17.564 0.001 -0.007 -0.001
Si 14.929 9.512 17.795 -0.008 0.007 -0.03
Si 1.272 12.187 17.667 -0.015 -0.008 -0.026
Si 4.028 14.93 17.628 0.016 -0.013 0.008
Si 6.801 17.686 17.564 -0.021 0.003 -0.024
Si 4.09 4.084 17.763 0.005 -0.004 -0.014
Si 6.744 6.741 17.742 -0.004 -0.009 -0.025
Si 4.117 9.55 17.669 -0.025 -0.001 0.017
Si 6.895 12.27 17.621 0.021 -0.021 -0.032
Si 9.539 14.962 17.749 -0.011 0.007 -0.039
Si 12.188 17.646 17.666 0.005 -0.012 -0.032
Si 9.583 4.165 17.706 -0.024 0.004 0.034
Si 12.298 6.856 17.728 0.02 0.01 -0.039
Si 9.466 9.438 17.679 -0.022 -0.004 0.019
Si 12.248 12.222 17.595 -0.015 0.009 0.021
Si 0.114 16.357 19.005 0.018 -0.047 0.05
Si 2.75 19.06 19.162 -0.02 -0.002 -0.008
Si -0.025 5.468 18.913 -0.025 0.018 0.05
Si 2.677 8.158 18.904 0.008 0.017 0.021
Si -0.04 10.878 19.164 0.021 -0.005 -0.005
Si 2.599 13.574 18.967 0.013 0.053 0.034
Si 5.451 16.302 18.881 0.024 -0.05 0.047
Si 8.156 19.058 18.884 0.001 -0.024 0.054
Si 5.417 5.409 19.208 0.028 0.011 -0.013
Si 8.078 8.088 19.101 0.017 0.035 0.03
Si 5.569 10.93 18.961 0.021 -0.056 -0.006
Si 8.191 13.58 19.105 -0.026 -0.013 -0.01
Si 10.906 16.311 19.132 0.029 -0.007 -0.011
Si 13.496 18.997 19.026 -0.021 0.037 0.045
Si 10.967 5.553 19.114 -0.017 -0.03 0.072
Si 13.592 8.164 19.236 -0.011 0.016 -0.002
Si 10.89 10.82 18.904 0.004 -0.012 0.034
Si 13.62 13.601 18.906 0.022 0.009 0.041
Si 14.975 17.672 20.283 -0.012 -0.03 -0.011
Si 1.281 20.511 20.368 0.008 -0.018 0.085
Si 15.072 6.75 20.472 0.012 0.004 0.041
Si 1.41 9.461 20.399 -0.017 0.043 0.075
Si 14.856 12.308 20.419 -0.01 0.013 0.012
Si 1.347 14.938 20.474 -0.02 -0.018 -0.009
Si 3.255 15.796 21.617 0.009 -0.171 -0.585
Si 6.878 20.274 20.441 -0.041 -0.027 0.074
Si 3.926 6.859 20.4 -0.023 0.007 0.053
Si 6.763 9.525 20.465 -0.009 0.037 -0.009
Si 4.125 12.293 20.167 -0.005 0.013 -0.013
Si 6.762 14.999 20.346 0.048 -0.051 0.04
Si 9.47 17.763 20.318 -0.013 -0.009 0.023
Si 12.262 20.427 20.492 -0.01 0.002 -0.012
Si 9.519 6.83 20.519 0 0.009 0.004
Si 12.107 9.571 20.493 0.01 -0.035 0.051
Si 9.617 12.14 20.328 -0.028 0.021 0.011
Si 12.351 14.895 20.397 -0.011 0.039 0.071
Si 14.203 15.836 21.556 0.011 -0.248 -0.635
Si 15.798 19.509 21.51 -0.086 0.255 -0.632
Si 14.142 4.944 21.714 0.053 0.028 0.084
Si 0.475 7.77 21.801 0.006 -0.037 0.028
Si 13.082 11.35 21.699 -0.027 0.009 -0.021
Si 15.82 14.047 21.718 0.061 -0.033 0.06
Si 4.179 17.584 20.384 -0.01 0.031 0.068
Si 6.047 18.357 21.617 0.224 -0.035 -0.639
Si 2.161 5.935 21.727 -0.039 0.038 -0.025
Si 4.824 8.681 21.603 -0.014 0.286 -0.54
Si 2.781 11.528 23.431 0.199 -0.176 -0.613
Si 4.908 14.09 21.474 0.015 0.014 -0.007
Si 7.806 16.694 21.592 0.041 0.005 0.046
Si 10.384 19.521 21.623 -0.034 -0.02 0.01
Si 8.674 4.921 21.652 -0.02 -0.019 0.027
Si 10.273 8.725 21.799 -0.135 0.195 -0.544
Si 8.582 10.476 21.655 -0.001 -0.009 0.03
Si 11.393 13.091 21.579 0.055 -0.043 -0.024
Si 13.306 17.016 24.324 -0.026 0.02 0.005
Si 15.697 13.475 26.882 0.049 -0.001 -0.078
Si 2.447 16.376 24.646 0.098 -0.079 -0.074
Si 14.059 10.76 23.781 -0.477 0.127 -0.45
Si 14.142 5.603 24.014 0.067 -0.27 -0.809
Si -0.027 12.871 23.768 -0.344 0.566 -0.509
Si 15.789 8.234 23.948 0.31 0.037 -0.614
Si 5.528 19.809 24.185 -0.026 -0.106 -0.161
Si 5.524 7.989 30.018 0.081 0.026 -0.075
Si 5.854 7.607 24.358 -0.055 -0.054 -0.027
Si 3.235 10.546 21.407 0.042 -0.025 -0.068
Si 5.256 13.261 23.6 -0.115 0.373 -0.52
Si 8.831 16.289 23.693 -0.319 0.131 -0.672
Si 10.164 20.91 25.792 0.006 0.013 -0.108
Si 7.939 5.37 23.818 0.208 -0.109 -0.631
Si 12.26 6.737 25.841 -0.089 -0.032 -0.065
Si 8 11.732 23.566 0.244 -0.558 -0.625
Si 10.438 13.7 23.594 0.336 -0.154 -0.515
Si 14.479 18.013 28.409 -0.078 0.052 -0.025
Si 3.783 15.283 29.286 -0.085 0.089 -0.009
Si 10.937 12.333 28.615 -0.005 0.008 -0.179
Si -0.391 11.59 29.272 -0.109 0.074 0.029
Si 2.867 21.107 23.672 -0.224 0.322 -0.56
Si 8.599 11.196 32.252 -0.047 -0.036 0.133
Si 1.903 9.392 25.468 -0.175 -0.012 0.057
Si 12.582 7.491 30.564 0.111 -0.04 0.003
Si 12.671 17.284 30.766 0.055 -0.045 0.015
Si 11.577 19.578 32.099 0.016 0.008 0.255
Si 1.814 19.28 32.529 0.102 -0.122 0.151
Si 5.737 14.777 33.265 0.241 -0.217 0.602
Si 13.46 15.559 26.925 0.027 -0.013 0.006
Si 9.434 20.141 28.599 -0.014 0 0.029
Si 6.68 19.18 33.364 -0.372 0.295 0.47
Si 3.86 12.275 32.84 -0.216 -0.036 0.714
Si 10.469 8.996 24.95 -0.014 0.008 -0.121
Si 13.263 13.574 33.179 -0.151 -0.062 0.163
Si 13.1 11.774 30.808 0.045 0.049 -0.012
Si 2.866 6.998 28.865 -0.032 0.061 -0.1
Si 14.002 6.522 28.285 -0.081 0.005 0.089
Si 14.526 16.473 33.168 -0.273 0.323 0.548
Si 15.282 23.117 31.948 -0.011 0.015 0.067
Si 3.457 6.69 25.923 0.037 -0.013 -0.081
Si 0.747 18.917 29.602 0.104 0.054 0.176
Si 4.637 17.884 26.266 -0.012 -0.072 -0.042
Si 8.085 12.411 29.525 -0.009 -0.137 -0.144
Si 0.833 18.798 24.236 0.024 0.095 -0.089
Si 6.817 15.02 28.587 -0.031 0.089 -0.028
Si 11.218 15.437 29.036 0.006 0.033 0.071
Si 10.675 18.649 23.76 -0.178 0.275 -0.524
Si 0.199 21.903 29.518 -0.01 0.107 0.013
Si 3.61 18.195 29.192 0.069 -0.016 0.041
Si 1.741 13.394 30.837 0.017 0.022 0.093
Si 3.28 21.995 32.786 0.203 -0.024 0.617
Si 11.4 9.746 32.165 0.044 0.061 0.192
Si 7.674 9.656 25.749 0.108 -0.077 -0.115
Si 7.446 21.955 30.058 -0.009 -0.066 0.049
Si 0.856 15.312 32.811 0.012 0.02 0.16
Si 1.851 9.744 29.546 -0.018 -0.046 0.05
Si 3.418 16.916 33.43 -0.178 0.294 0.676
Si 1.576 8.335 32.229 -0.072 -0.057 0.079
Si 8.635 17.214 29.57 -0.005 -0.081 0.038
Si 5.128 20.308 30.959 -0.071 0.037 0.073
Si 2.193 14.386 26.936 -0.031 0.03 -0.016
Si 8.959 21.148 32.616 0.036 0.075 0.023
Si 7.972 16.557 32.6 0.029 -0.08 0.011
Si 14.845 19.387 25.793 -0.004 0.025 -0.007
Si 6.474 15.386 25.605 -0.07 0.013 -0.114
Si 6.031 10.503 28.177 -0.033 0.029 -0.101
Si 12.144 21.103 29.828 -0.014 0.026 -0.042
Si 3.15 11.374 27.524 0.066 -0.064 -0.035
Si 5.777 9.778 32.508 0.032 0.127 0.048
Si 11.755 11.772 25.556 0.011 -0.066 -0.043
Si 14.959 17.681 9.506 0.017 0.009 0.003
Si 1.35 4.052 9.532 -0.007 -0.021 0.01
Si 14.958 6.783 9.554 0.003 0.014 -0.001
Si 1.36 9.537 9.526 0.018 0.012 -0.001
Si 14.939 12.258 9.514 -0.01 -0.019 0
Si 1.352 14.958 9.524 -0.016 -0.005 0.001
Si 4.086 17.681 9.532 0.009 0.016 -0.001
Si 6.813 4.073 9.528 0.009 0.018 0
Si 4.076 6.788 9.537 -0.019 -0.017 0.002
Si 6.793 9.52 9.538 -0.015 -0.007 -0.004
Si 4.091 12.26 9.516 0.02 0.014 0.001
Si 6.811 14.955 9.504 -0.001 -0.007 0.004
Si 9.535 17.654 9.488 -0.014 -0.023 -0.004
Si 12.237 4.054 9.513 0.006 -0.004 -0.007
Si 9.533 6.798 9.529 0.011 0.02 0.003
Si 12.217 9.523 9.534 -0.001 -0.02 0.009
Si 9.517 12.259 9.526 0.004 0.023 0.002
Si 12.245 14.965 9.496 -0.005 0.006 0.003
Si 13.599 16.321 10.867 0.003 0.001 0.002
Si -0.012 2.707 10.89 0.003 0.003 0.006
Si 13.589 5.418 10.889 0.01 -0.001 0.007
Si 0.004 8.163 10.887 -0.005 -0.009 0.003
Si 13.596 10.883 10.875 -0.004 0.014 -0.005
Si -0.011 13.603 10.88 0.006 0.006 -0.002
Si 2.72 16.316 10.88 0.009 -0.004 0
Si 5.443 2.724 10.887 -0.009 -0.003 0.001
Si 2.711 5.43 10.885 -0.004 0.014 -0.003
Si 5.436 8.154 10.892 0.007 0.001 -0.001
Si 2.729 10.892 10.877 -0.004 -0.002 -0.003
Si 5.452 13.605 10.88 -0.003 -0.004 0.007
Si 8.173 16.314 10.866 0 0.006 0
Si 10.878 2.698 10.871 -0.004 0.004 0.001
Si 8.169 5.437 10.883 -0.002 -0.008 -0.006
Si 10.872 8.16 10.896 -0.008 0.004 0.002
Si 8.159 10.887 10.883 -0.003 -0.001 0.003
Si 10.887 13.613 10.873 0.011 -0.017 0.008
Si 14.949 14.96 12.239 0.004 0.001 0.006
Si 1.353 17.668 12.237 -0.001 0.003 -0.004
Si 14.961 4.079 12.255 0 -0.012 0
Si 1.357 6.797 12.247 0.012 -0.005 -0.003
Si 14.955 9.52 12.238 0.003 0.011 -0.002
Si 1.364 12.249 12.232 -0.006 -0.004 -0.001
Si 4.092 14.966 12.239 0.001 -0.005 0.001
Si 6.812 17.679 12.227 0.002 0.002 -0.007
Si 4.081 4.083 12.246 -0.001 0 -0.002
Si 6.811 6.801 12.241 0.002 -0.008 -0.001
Si 4.069 9.514 12.247 0 0.005 0
Si 6.794 12.232 12.245 -0.006 0.005 -0.004
Si 9.528 14.964 12.243 -0.007 0.004 0
Si 12.25 17.682 12.239 0.001 -0.008 -0.005
Si 9.52 4.063 12.236 0.002 0.01 -0.002
Si 12.228 6.786 12.241 0.001 0.016 -0.004
Si 9.518 9.527 12.249 -0.001 -0.009 0.004
Si 12.239 12.243 12.229 -0.002 -0.009 0.001
Si -0.009 16.314 13.599 -0.008 -0.014 0.002
Si 2.707 19.039 13.585 -0.013 -0.014 0.004
Si 0 5.446 13.616 0.003 0.012 0.001
Si 2.71 8.152 13.615 -0.012 -0.01 -0.004
Si 0.007 10.884 13.584 0.017 0.009 -0.001
Si 2.729 13.606 13.594 0.019 0.019 -0.001
Si 5.459 16.328 13.593 0.008 0.018 -0.006
Si 8.154 19.036 13.604 -0.016 -0.014 -0.01
Si 5.452 5.446 13.598 0.014 0.02 0.005
Si 8.166 8.161 13.606 0.007 0.028 -0.002
Si 5.433 10.865 13.606 -0.014 -0.025 -0.002
Si 8.161 13.592 13.592 -0.006 -0.024 0.008
Si 10.892 16.33 13.602 0.012 0.01 0.006
Si 13.604 19.045 13.612 0.018 0.022 -0.001
Si 10.869 5.425 13.602 -0.021 -0.028 -0.003
Si 13.586 8.152 13.59 -0.009 -0.023 0.002
Si 10.897 10.881 13.597 0.014 0.034 -0.011
Si 13.588 13.595 13.599 -0.013 -0.024 -0.011
O 14.619 14.039 1.642 0.036 -0.289 -0.265
O 14.556 11.553 30.131 0.056 0.05 0.214
O 15.754 21.937 30.95 -0.243 -0.392 0.097
O 14.059 16.342 23.091 0.345 -0.179 0.281
O 10.903 19.819 24.855 0.413 0.246 -0.001
O 1.091 17.2 24.313 -0.482 -0.439 -0.04
O -0.221 19.064 23.051 -0.046 -0.259 0.287
O 15.331 6.701 24.268 0.321 -0.126 0.065
O 4.468 20.837 23.509 0.179 0.224 -0.444
O 13.228 18.053 29.441 -0.409 0.444 0.014
O 1.55 12.576 23.576 0.395 0.529 -0.269
O 10.532 8.476 23.413 -0.069 -0.265 0.014
O 6.512 12.284 23.308 -0.234 -0.206 -0.307
O 6.825 14.682 27.007 0.075 -0.393 0.034
O 2.413 10.142 24.153 0.081 -0.21 -0.244
O 6.43 8.93 25.048 -0.387 0.28 0.136
O 3.165 16.067 23.238 0.334 0.183 0.133
O 1.209 6.83 0.254 -0.619 -0.021 -0.179
O 14.556 4.925 0.21 -0.145 -0.11 -0.229
O 4.83 16.142 33.269 0.104 0.248 -0.041
O 8.455 17.123 31.176 0.075 0.291 -0.005
O 1.469 8.977 33.707 0.609 -0.065 -0.153
O 6.728 11.62 29.116 -0.074 0.097 0.457
O 13.083 13.174 31.622 0.016 0.494 -0.419
O 3.096 15.401 27.817 0.218 0.398 -0.323
O 8.077 19.989 33.283 0.13 0.033 0.191
O 8.16 16.415 0.895 -0.108 0.169 -0.335
O 14.324 20.757 25.129 -0.297 0.038 0.393
O 14.183 18.165 24.994 0.242 0.121 -0.034
O 7.115 17.625 33.472 -0.264 -0.154 0.333
O 2.505 12.481 31.95 -0.241 -0.282 -0.106
O 5.323 14.817 29.173 -0.026 -0.241 0.156
O 3.283 6.293 27.472 0.21 -0.314 -0.054
O 2.345 15.889 32.81 0.235 -0.15 -0.347
O 0.736 12.546 29.919 -0.057 0.119 -0.323
O 7.054 15.225 32.394 0.04 -0.28 -0.291
O 8.773 18.772 29.155 -0.039 -0.041 -0.08
O 11.555 8.182 25.814 0.274 0.125 0.618
O 14.169 14.897 33.232 0.191 -0.154 0.166
O 10.806 10.578 25.002 -0.141 0.187 -0.305
O 6.962 20.509 24.335 0.161 -0.388 0.205
O -0.193 16.525 32.907 0.277 0.55 0.158
O 2.109 10.474 26.651 -0.257 0.107 0.326
O 5.04 19.311 25.631 -0.13 0.456 0.381
O 5.547 14.377 24.745 -0.184 0.23 0.126
O 9.36 17.763 24.16 -0.115 0.061 0.23
O 11.612 22.531 30.371 -0.711 0.041 0.314
O 5.489 9.262 29.039 -0.369 0.05 0.037
O 8.974 13.012 23.671 -0.297 0.364 -0.096
O 8.586 21.45 29.039 0.148 0.409 -0.174
O 10.838 13.886 29.035 -0.273 0.108 0.459
O 7.844 13.98 29.257 0.395 0.217 0.181
O 6.159 1.788 0.245 -0.437 -0.022 0.015
O 13.371 21.439 28.831 0.311 -0.534 -0.192
O 9.43 20.119 26.985 -0.39 -0.299 -0.146
O 11.991 19.527 33.646 0.009 0.184 -0.164
O 2.627 5.635 25.033 -0.36 -0.104 0.334
O 14.451 19.254 27.358 -0.364 0.437 0.208
O 3.273 17.379 25.59 -0.421 0.203 0.101
O 8.083 21.968 31.546 -0.148 0.424 0.216
O 13.099 15.827 25.385 -0.188 -0.531 -0.004
O 12.716 6.323 24.34 -0.545 -0.035 -0.558
O 7.979 11.054 25.026 0.26 0.265 0.343
O 9.969 10.429 31.903 -0.128 0.081 -0.151
O 4.921 8.113 23.148 -0.501 -0.175 0.109
O 15.29 22.647 33.487 0.24 -0.381 -0.015
O 14.425 9.164 23.899 -0.533 -0.105 -0.051
O 7.314 10.218 32.275 0.034 -0.316 -0.251
O 12.379 6.47 0.095 -0.123 -0.047 -0.514
O 2.122 9.379 31.11 0.416 0.37 0.076
O 5.005 6.735 25.431 0.448 -0.524 0.153
O 4.205 7.098 29.751 -0.04 -0.502 0.146
O 7.101 6.757 23.79 0.12 0.384 -0.105
O 2.841 12.906 27.104 0.288 -0.082 -0.094
O 4.061 19.448 30.109 -0.249 0.207 0.016
O 11.34 13.167 24.84 0.115 0.33 0.187
O 11.543 12 27.143 0.197 0.12 0.021
O 6.218 20.912 29.943 0.009 -0.322 -0.323
O 4.71 10.984 32.321 0.011 -0.18 -0.168
O 2.168 19.648 23.887 0.146 -0.434 0.154
O 2.606 23.407 32.354 0.301 0.043 -0.23
O 3.167 18.36 32.673 0.401 0.095 -0.251
O 2.06 18.417 28.814 0.017 -0.002 -0.699
O 7.823 15.702 24.799 0.198 -0.308 0.393
O 15.659 12.096 27.747 -0.142 -0.404 -0.148
O 14.243 14.155 27.096 -0.08 -0.45 0.328
O 2.166 20.85 32.512 -0.144 0.284 -0.116
O 0.138 19.295 25.612 0.388 0.203 0.462
O 13.776 7.289 31.642 -0.16 0.193 0.453
O 11.392 9.194 33.681 -0.432 0.225 0.018
O 14.45 16.666 27.533 0.298 -0.011 -0.129
O 12.673 20.323 31.157 0.592 -0.203 0.099
O 13.269 11.341 25.105 0.345 -0.121 0.275
O 10.968 20.276 29.102 0.253 -0.253 0.063
O 13.715 16.39 0.851 -0.119 0.026 -0.3
O 0.709 14.47 31.46 -0.591 0.111 -0.375
O 4.507 21.55 31.806 0.245 0.385 0.076
O 2.213 14.973 25.421 0.13 -0.544 -0.33
O 2.881 8.165 25.732 0.315 0.024 0.26
O 5.462 8.539 31.532 -0.302 -0.255 0.126
O 10.137 15.299 23.653 0.557 0.34 -0.123
O 0.408 8.831 25.156 -0.069 0.118 0.444
O 11.958 11.665 29.671 -0.13 -0.448 -0.118
O 1.706 22.485 29.619 0.245 -0.051 0.457
O 4.751 11.09 27.347 0.051 0.074 -0.244
O 9.015 8.758 25.624 -0.043 -0.455 0.206
O 4.491 18.122 27.847 0.185 0.259 0.254
O 6.863 7.112 29.75 0.273 0.285 -0.32
O 12.05 15.647 27.68 -0.283 -0.071 -0.086
O 16.296 2.941 0.805 0.032 -0.063 -0.371
O 5.866 19.308 31.978 -0.164 -0.494 0.022
O 2.926 14.172 30.065 0.062 0.017 -0.048
O 11.94 17.655 23.78 0.017 -0.096 -0.119
O 5.655 18.531 23.207 -0.062 -0.174 0.447
O 1.417 11.626 0.051 -0.404 0.052 -0.207
O 5.756 16.782 25.938 0.381 0.064 -0.152
O 9.139 21.789 24.901 -0.031 0.592 0.239
O 8.774 11.909 33.682 0.47 0.29 -0.129
O 15.528 11.441 23.647 0.11 -0.524 -0.144
O 0.072 7.959 31.762 -0.062 0.152 -0.486
O 12.134 15.826 30.317 0.183 -0.436 0.324
O 13.822 17.154 31.882 0.307 0.288 -0.084
O 13.583 6.797 26.762 0.499 0.125 -0.177
O 11.56 8.616 31.036 -0.324 0.06 -0.398
O 0.29 10.116 29.281 -0.335 -0.378 0.143
O 15.835 17.949 29.269 0.148 -0.546 0.46
O 10.205 20.408 31.925 -0.189 -0.235 -0.447
O 12.7 10.689 31.949 0.383 -0.038 0.179
O 3.752 16.763 29.962 0.214 -0.11 0.626
O 11.44 18.096 31.45 -0.461 -0.359 -0.052
O 11.247 21.935 26.417 -0.115 -0.131 0.587
O -0.373 13.339 25.284 -0.158 0.101 0.104
O 4.845 13.574 32.619 -0.13 -0.013 -0.562
O 4.043 12.301 24.112 -0.098 -0.121 0.602
O 8.347 12.294 31.11 -0.117 0.538 0.017
O 9.268 16.27 33.532 0.296 -0.209 -0.428
O 1.02 18.896 31.192 -0.242 -0.332 0.038
O 0.641 14.352 27.423 -0.007 0.45 0.521
O 9.393 11.825 28.731 -0.078 -0.343 -0.405
O 2.801 10.986 29.072 0.246 0.368 0.31
O 9.979 14.691 0.02 0.344 0.248 -0.289
O 13.356 7.742 29.155 0.198 0.53 -0.304
O 9.93 16.399 29.053 -0.053 0.078 -0.312
O 7.231 9.955 27.253 0.178 -0.257 0.446
O 7.335 16.532 28.875 -0.178 0.374 -0.119
O 15.614 6.417 28.447 0.176 0.423 -0.292
O 2.248 8.471 28.628 -0.002 -0.073 -0.463
O 0.338 20.377 29.069 -0.113 -0.075 -0.588

Results
total energy: -103411.045 eV
total energy less fixed offsets of O -438.35, Si -107.03 eV per atom: -4.445 eV
